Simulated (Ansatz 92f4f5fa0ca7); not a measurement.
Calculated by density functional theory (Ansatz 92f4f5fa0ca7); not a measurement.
Periodic cell of 224 atoms, Si133O90H1, from a study of silicon, its oxide and their interface. The atomic structure is a simulated model.
Doubt: the cutoff is far below the 930 eV that the study's wrapper takes by default for these files, so forces and energies are approximate.
This geometry differs little from another in the collection (a relaxation step or a small displacement).

Settings: functional PBE; potential files Ansatz PAW; basis plane waves; wave-function cutoff 580 eV; density cutoff ratio 5; exchange-correlation grid ratio 1; k mesh 1 x 1 x 1, Gamma-centred; self-consistency stop 5e-08 eV per atom in the density residual; occupations fixed; spin none; net charge +1 e, with a uniform compensating background and no finite-size correction.

Cell vectors (angstrom)
a  10.938  0  0
b  0  10.938  0
c  0  0  32.4147

Atoms: element, x, y, z (angstrom)
Si  0.4839  -0.5451  24.8389
Si  5.5851  -0.2725  25.0026
Si  2.5976  2.9538  25.0324
Si  8.0897  2.9748  24.7448
Si  0.3746  5.2423  24.9253
Si  4.8665  6.0302  24.9091
Si  2.7281  8.2404  25.3995
Si  7.9721  8.5649  24.8184
Si  1.3884  1.2769  26.1744
Si  6.806  1.4585  26.1093
Si  4.0852  4.2311  26.2968
Si  9.5843  4.1338  26.1679
Si  1.2944  6.7884  26.4468
Si  6.7888  6.8969  26.0955
Si  4.1879  9.605  26.5433
Si  9.6035  9.5935  26.1851
Si  2.7215  0.049  27.6895
Si  8.2038  0.0678  27.5474
Si  -0.01  2.6976  27.56
Si  5.4658  2.7737  27.5861
Si  2.7179  5.4669  27.7273
Si  8.1781  5.5003  27.5378
Si  -0.0801  8.2247  27.6636
Si  5.5468  8.1458  27.6982
Si  4.1018  1.3673  28.9964
Si  9.5708  1.3673  28.9964
Si  1.3673  4.1018  28.9964
Si  6.8362  4.1018  28.9964
Si  4.1018  6.8362  28.9964
Si  9.5708  6.8362  28.9964
Si  1.3673  9.5708  28.9964
Si  6.8362  9.5708  28.9964
Si  0  0  30.3637
Si  5.469  0  30.3637
Si  2.7345  2.7345  30.3637
Si  8.2035  2.7345  30.3637
Si  0  5.469  30.3637
Si  5.469  5.469  30.3637
Si  2.7345  8.2035  30.3637
Si  8.2035  8.2035  30.3637
Si  1.3673  1.3673  31.7309
Si  6.8362  1.3673  31.7309
Si  4.1018  4.1018  31.7309
Si  9.5708  4.1018  31.7309
Si  1.3673  6.8362  31.7309
Si  6.8362  6.8362  31.7309
Si  4.1018  9.5708  31.7309
Si  9.5708  9.5708  31.7309
Si  2.7345  0  0.6835
Si  8.2035  0  0.6835
Si  0  2.7345  0.6835
Si  5.469  2.7345  0.6835
Si  2.7345  5.469  0.6835
Si  8.2035  5.469  0.6835
Si  0  8.2035  0.6835
Si  5.469  8.2035  0.6835
Si  4.1018  1.3673  2.0507
Si  9.5708  1.3673  2.0507
Si  1.3673  4.1018  2.0507
Si  6.8362  4.1018  2.0507
Si  4.1018  6.8362  2.0507
Si  9.5708  6.8362  2.0507
Si  1.3673  9.5708  2.0507
Si  6.8362  9.5708  2.0507
Si  0  0  3.418
Si  5.469  0  3.418
Si  2.7345  2.7345  3.418
Si  8.2035  2.7345  3.418
Si  0  5.469  3.418
Si  5.469  5.469  3.418
Si  2.7345  8.2035  3.418
Si  8.2035  8.2035  3.418
Si  1.3155  1.4047  4.7524
Si  6.8473  1.3661  4.8567
Si  4.1835  4.0304  4.7453
Si  9.55  4.1128  4.8505
Si  1.3765  6.8092  4.7546
Si  6.8549  6.8003  4.7919
Si  4.1384  9.5417  4.7614
Si  9.5576  9.5888  4.7725
Si  2.8464  0.1011  6.0357
Si  8.1838  -0.0652  6.2246
Si  -0.0513  2.6969  6.2156
Si  5.5525  2.7904  6.2882
Si  2.7268  5.3471  5.9852
Si  8.214  5.4993  6.287
Si  -0.0453  8.1165  6.1249
Si  5.4328  8.1232  6.1286
Si  3.8551  1.6915  7.479
Si  9.819  1.0332  7.5409
Si  1.6001  3.8723  7.4038
Si  6.6024  4.4622  7.7111
Si  4.1958  6.5047  7.3346
Si  9.3334  7.1253  7.6249
Si  1.101  9.9132  6.9787
Si  6.9732  9.2539  7.4768
O  11.035  5.9133  23.4467
O  4.5564  0.0423  23.7562
O  8.1384  8.2006  8.0596
O  2.7035  2.7666  7.952
O  7.1903  4.1036  23.9408
O  1.6889  9.2655  24.5982
O  5.3718  5.5274  7.9409
O  0.1139  -0.0732  7.8494
O  7.0702  4.1959  9.2839
O  6.0838  9.9196  8.6908
O  10.1556  6.5905  8.9531
O  3.4372  9.4476  9.0376
O  4.3911  0.9845  8.8544
O  1.071  4.6803  8.7222
O  9.2984  1.4415  9.0312
O  3.2483  6.8965  8.6162
O  7.4231  6.2669  22.3155
O  8.8894  2.1588  23.5544
O  5.1244  5.5153  23.3731
O  3.3538  2.417  23.6692
O  10.9487  -0.2355  23.288
O  3.7425  7.2111  24.5757
O  1.4561  4.0493  24.5828
O  6.7696  9.6514  24.4415
Si  14.665  1.0801  22.8174
Si  -1.2476  2.6141  22.202
Si  0.7529  11.5582  22.0966
Si  11.687  0.8084  14.9538
Si  5.9653  -0.6524  12.0844
Si  11.7144  15.7772  12.6614
Si  9.4328  1.598  10.6587
Si  5.3222  4.0638  20.0464
Si  9.9882  8.0793  13.5145
Si  10.4896  -2.9504  16.5065
Si  10.8697  5.2969  9.6867
Si  -0.2472  5.4758  21.9029
Si  8.6949  -1.2708  11.496
Si  8.8498  5.0915  13.2089
Si  7.3227  3.6105  15.6252
Si  12.3507  6.0681  15.404
Si  5.7528  5.7029  17.3921
Si  4.7019  10.4267  9.4087
Si  13.4753  1.4973  18.7363
Si  9.7269  0.7952  19.8692
Si  -1.0279  2.303  16.9971
Si  12.6771  9.9278  17.2143
Si  5.2095  1.1376  20.1089
Si  3.65  7.7858  16.4721
Si  13.0747  4.1542  20.0747
Si  -3.5458  9.6996  19.8421
Si  8.4483  7.4652  21.9559
Si  2.6499  2.4506  13.3793
Si  5.7439  -1.3889  14.941
Si  2.961  8.0345  9.7299
Si  -3.4741  -2.6221  17.1029
Si  0.8833  11.6849  11.9813
Si  6.5257  4.9981  22.7388
Si  1.6714  -7.1007  17.2565
Si  11.3144  8.8605  10.9979
Si  5.5338  1.4583  14.1182
Si  8.1673  4.0924  10.4905
O  8.222  2.5895  11.1003
O  5.8093  -1.6869  13.3302
O  9.8889  1.554  18.4423
O  3.7318  -6.6233  20.4329
O  -1.1947  8.9057  10.4804
O  0.1452  0.2241  20.6268
O  1.3371  8.0796  9.9368
O  15.1667  2.4031  13.7736
O  18.0688  -1.2969  11.1272
O  12.5709  0.2138  18.2889
O  11.0473  6.447  16.3387
O  10.4382  -2.3653  14.9828
O  7.9938  4.5517  14.4658
O  13.3296  12.2563  12.2222
O  6.8647  6.8164  17.0336
O  11.2005  11.2833  13.4534
O  13.0368  4.6919  15.9399
O  19.7331  -0.4849  19.5805
O  0.3252  13.1202  22.3774
O  6.1818  0.8402  12.7353
O  5.7166  2.567  19.4785
O  -1.9096  1.8422  20.9249
O  5.2186  0.1659  15.0977
O  7.9858  5.0885  11.7813
O  12.6705  2.1016  14.6916
O  6.2179  4.171  21.3938
O  1.8476  4.7771  18.5886
O  1.0057  10.3594  11.0534
O  3.9232  0.7645  19.1763
O  11.4198  8.9262  17.4431
O  11.561  5.5286  11.1602
O  10.9729  12.8461  11.1498
O  3.0847  -1.9373  17.4265
O  6.1462  4.4359  16.4179
O  -2.1957  8.1893  23.4049
O  1.0658  16.8878  13.8189
O  10.233  4.1978  13.0117
O  5.7766  5.1666  18.9327
O  9.6357  4.2187  21.9499
O  4.3001  6.4612  17.1905
O  3.7689  7.7869  11.1196
O  4.748  -0.482  11.0225
O  7.6979  8.5317  20.9589
O  1.9062  2.4907  19.9263
O  9.0523  -2.8768  17.2169
O  -1.1039  6.7807  21.331
O  -2.0945  -1.8252  13.0055
O  9.1206  0.2728  11.5017
O  -0.5588  12.1774  15.8348
O  4.7188  8.4488  15.4824
O  8.475  2.9991  16.625
O  2.4435  -3.6341  15.505
O  -4.6802  10.83  20.2192
O  9.643  4.2421  9.7993
O  13.5848  2.5185  17.4413
O  2.3642  0.4014  22.2111
O  11.2626  8.1793  12.476
O  6.6289  2.3691  14.8584
O  -1.6679  6.6231  13.5234
O  0.0972  3.4672  17.101
O  12.0458  4.9617  21.0907
O  4.7142  1.5003  21.6147
O  7.123  -1.6872  15.7885
O  12.5642  -0.3502  15.7091
O  6.8869  -1.9151  18.4514
O  13.0187  3.851  12.7254
H  3.871  6.8819  11.4614

Results
free energy: -135753.838 eV
free energy less fixed offsets of H -15.97, O -568.88, Si -635.61 eV per atom: -2.538 eV

Forces (eV/angstrom), in the order of the atoms: element, x, y, z
Si  -0.0067  0.0041  0.0042
Si  -0.0015  0.0022  -0.0096
Si  0.004  -0.0001  -0.0016
Si  0.0004  0.0006  -0.0074
Si  0.0054  -0.0011  -0.016
Si  0.003  0.0002  0
Si  0.0005  -0.0026  -0.011
Si  0.0011  -0.0026  -0.0025
Si  -0.0001  -0.0017  -0.002
Si  -0.0015  -0.0009  0.0031
Si  0.0005  -0.0012  -0.0021
Si  -0.0054  0.0041  0.0021
Si  -0.0008  0.0021  0.0043
Si  -0.0016  -0.0016  -0.0014
Si  -0.0011  0.0012  0.0033
Si  0.0057  -0.0013  -0.0019
Si  0.0007  0.0037  0.0028
Si  0.0007  0.0006  0.003
Si  0.0032  -0.0047  0.0041
Si  -0.0017  0.0017  0.0015
Si  0.0014  -0.002  0.0036
Si  -0.0003  0.0024  0.0004
Si  -0.0047  0.0007  0.0019
Si  0.002  -0.0033  0.0018
Si  0.1197  0.5432  0.128
Si  -0.0645  0.1026  -0.2281
Si  -0.3042  -0.5617  0.13
Si  0.1398  0.1544  -0.3751
Si  0.1777  -0.0609  0.5144
Si  -0.5941  -0.0982  0.0388
Si  -0.1877  0.0084  0.0762
Si  0.5259  0.2531  -0.0644
Si  -0.0109  -0.0529  -0.0009
Si  0.0587  0.0337  -0.0641
Si  0.014  0.0185  0.0486
Si  0.0817  0.0223  -0.0477
Si  -0.0794  -0.1452  -0.0557
Si  -0.0799  0.0138  0.0317
Si  0.0918  -0.005  -0.0185
Si  0.0683  0.0588  0.0505
Si  0.0366  0.0021  -0.0288
Si  -0.0488  -0.0063  -0.0265
Si  -0.0051  -0.0107  -0.0053
Si  -0.0037  0.0716  0.0009
Si  0.0054  0.0163  -0.0423
Si  -0.0296  0.024  -0.0278
Si  -0.0679  0.0242  -0.0257
Si  0.0146  -0.0346  -0.0087
Si  0.0422  -0.0208  0.017
Si  0.01  -0.0118  0.0054
Si  0.0187  -0.0231  0.0157
Si  0.0049  0.0039  0.0308
Si  0.028  0.0007  0.0156
Si  0.0223  -0.0337  0.0139
Si  0.0072  0.0163  0.0316
Si  -0.0125  -0.033  0.0215
Si  -0.128  -0.0553  -0.0275
Si  0.0033  -0.0072  0.0172
Si  -0.0114  0.0313  0.0216
Si  -0.0621  0.0605  -0.0284
Si  -0.0081  -0.0042  0.045
Si  -0.0393  -0.0125  -0.0142
Si  0.0286  -0.0227  0.0059
Si  0.0335  0.0934  0.019
Si  -0.0821  -0.0238  -0.2556
Si  0.2281  0.1899  0.1387
Si  0.2315  -0.1375  -0.2555
Si  -0.0569  0.0458  0.4375
Si  -0.2877  -0.1824  0.0652
Si  0.2701  -0.1363  -0.2423
Si  -0.0704  0.0745  -0.0786
Si  -0.0268  -0.2021  -0.0283
Si  -0.005  -0.0065  0.0072
Si  0.0066  -0.0016  -0.002
Si  0.0033  0.0048  -0.0068
Si  -0.0018  -0.0013  -0.0005
Si  0.0045  0.0023  -0.0022
Si  -0.0006  0.0012  -0.0075
Si  -0.009  0.0004  0.0024
Si  0.0019  0.0043  -0.0003
Si  0.0408  0.0273  -0.0244
Si  -0.0038  -0.0061  0.0096
Si  0.0029  -0.0036  0.0055
Si  0.0014  -0.0011  -0.0016
Si  -0.001  0.0022  0.0102
Si  0.0046  -0.0016  0.0011
Si  -0.0016  0.0042  0.0027
Si  -0.0032  -0.0022  0.0159
Si  -0.0129  -0.0034  0.0042
Si  -0.0026  0.0003  -0.0201
Si  -0.0004  0.001  -0.0063
Si  -0.0035  0.0003  0.0039
Si  0.011  0.0091  -0.017
Si  -0.0005  -0.0005  -0.0068
Si  -0.0345  -0.0087  0.0248
Si  0.0022  0.0013  -0.0253
O  -0.0006  -0.0005  0.0055
O  0.0019  -0.0019  0.0039
O  0.0069  -0.0017  0.0041
O  0.0061  -0.0088  -0.0029
O  0.0022  -0.0027  0.0024
O  0  0.0027  0.002
O  -0.0018  0.0012  -0.0004
O  0.0158  -0.0179  0.0032
O  0.0022  0.0002  -0.0007
O  -0.0197  0.006  0.0154
O  -0.0003  0.0009  0.0008
O  0.0029  -0.0061  -0.0085
O  -0.0029  0.0116  0
O  0.0013  -0.0004  0.0006
O  0  0.0011  0.0047
O  -0.0065  0.0033  0.0122
O  -0.0001  -0.0001  0.0003
O  -0.0014  0.0011  0.003
O  -0.0004  -0.0003  -0.0001
O  -0.0006  0.0005  0.0005
O  0.001  -0.001  -0.0008
O  0.0018  -0.0012  0.0031
O  -0.0046  -0.0006  0.0054
O  -0.0012  0.0008  0.0033
Si  -0.0014  0.002  0.0014
Si  0.0011  0.0001  -0.0004
Si  0.0001  -0.0003  0.0004
Si  0.0002  0.0004  0.0011
Si  -0.001  -0.0017  0.0006
Si  0.0004  -0.0011  -0.0022
Si  0.0008  0  -0.0014
Si  -0.0002  0.0003  -0.0005
Si  -0.0014  0  0.0005
Si  -0.0001  0.0005  -0.001
Si  0.0003  -0.0028  -0.0003
Si  0.0007  0.0001  -0.0001
Si  -0.001  -0.003  -0.0046
Si  -0.0001  -0.0007  -0.0005
Si  -0.0004  -0.0012  0.001
Si  0  -0.0006  0.0003
Si  -0.0001  -0.0004  -0.001
Si  0.023  0.0055  0.0025
Si  -0.0004  0  -0.0004
Si  0.0002  -0.0002  -0.0002
Si  -0.0003  0.0003  -0.0007
Si  0.0005  0.0005  -0.001
Si  0.0001  0.0002  -0.0006
Si  0  -0.0001  0.0007
Si  0.0001  0.0002  0.0002
Si  -0.0007  -0.0003  0
Si  0.0003  0  -0.0006
Si  0.0005  0.0013  0.0001
Si  0.0006  0.0003  -0.002
Si  -0.0101  -0.0097  0.0024
Si  -0.0009  0.0006  -0.0014
Si  -0.0015  0.004  0.0024
Si  -0.0016  0.0014  0.0007
Si  0.0001  -0.0005  0
Si  -0.0026  -0.0016  -0.005
Si  -0.0008  -0.0005  -0.0023
Si  0.0014  -0.0001  -0.0011
O  -0.0006  0.0011  0.0008
O  0.0012  0.0015  -0.0015
O  0.0001  0.0004  0
O  0.0001  0.0001  0.0005
O  -0.0007  -0.0014  -0.0003
O  0.0003  0.0003  0.0006
O  -0.006  0.0077  0.001
O  -0.0002  0.0001  0.0004
O  -0.0064  0.0007  -0.0016
O  -0.0002  0.0003  0.0008
O  -0.0001  -0.0006  0.0006
O  0.0004  0.0006  0.0014
O  0.0012  0.002  -0.0019
O  -0.0001  -0.0018  -0.001
O  -0.0004  -0.0002  0.0012
O  -0.001  -0.001  -0.0015
O  -0.0001  0.0008  -0.0005
O  0.001  0.0003  0.0007
O  -0.0003  0.0008  -0.0005
O  -0.0007  0.0004  -0.0011
O  0.0001  0.0001  0.0007
O  -0.0003  0.0004  0.0002
O  -0.0011  -0.0005  0.0016
O  0.0004  -0.0001  0
O  -0.0003  0  0.0004
O  0  -0.0003  0.0001
O  -0.0002  0.0004  0.0009
O  0.0034  -0.002  -0.0009
O  -0.0003  -0.0001  0.0008
O  0  -0.0001  0.0008
O  -0.0013  -0.0005  0.0024
O  0.002  -0.0008  0.0013
O  0.0002  0.0002  0.0009
O  -0.0007  0.0007  0.0015
O  -0.0004  0.0009  0.002
O  0  0.0002  0.0006
O  -0.0004  -0.0003  0.0011
O  -0.0002  0.0003  0.0005
O  -0.0003  -0.0001  0.0005
O  -0.0005  0.0002  0.0007
O  0.0632  -0.2051  0.0818
O  -0.0027  0.0002  0.0006
O  -0.0001  -0.0002  0.0006
O  0  -0.0003  0.0004
O  0.0011  0  0.0014
O  0  0  0.0004
O  0.0017  -0.0028  0.0091
O  0.0035  0.0061  0.0014
O  -0.0001  0.0001  0.0004
O  -0.0006  -0.0011  -0.0011
O  0.0005  -0.0001  0.0012
O  -0.001  -0.0004  -0.0001
O  -0.0001  0.0002  0.0007
O  -0.0011  -0.0006  0.0016
O  0.0001  0  0.0006
O  -0.0001  0  -0.0007
O  0.0008  -0.0003  0.002
O  0.0001  -0.0007  0.0005
O  -0.0004  -0.0006  0.0006
O  -0.0007  -0.0002  0.0008
O  -0.0005  0.0002  0.0005
O  0.0004  0  0
O  0.0001  0.0004  0.0001
O  -0.0004  0  0
O  -0.0004  0.0006  0.0003
O  -0.001  0  0.0007
H  -0.0617  0.207  -0.0824

The program warned: the cutoff lies below the one the program advises for these potential files; the exchange-correlation potential is rough where the density is thin.
